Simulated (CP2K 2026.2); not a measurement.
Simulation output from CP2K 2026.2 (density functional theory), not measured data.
Periodic cell of 504 atoms, Si360O144, from a study of silicon, its oxide and their interface. The atomic structure is a simulated model.
Doubt: the forces sum to 1.53 eV/angstrom along one axis rather than to zero, so they err by at least 0.0030 eV/angstrom per atom on average; the grid cutoff is modest.

Settings
functional: PBE
method: Gaussian and plane waves
basis set: DZVP-MOLOPT-SR-GTH
pseudopotentials: GTH-PBE
grid cutoff: 300 Ry, relative cutoff 40 Ry
k points: Gamma only
occupations: fixed
spin: none
net charge: 0

Cell vectors (angstrom)
a	16.32	0	0
b	0	16.32	0
c	1.5021	-2.4899	33.8742

Atoms and the computed forces on them: element, x, y, z (angstrom), force x, y, z (eV/angstrom)
Si	-4.483	-3.753	-0.712	-0.45	-0.43	0.295
Si	2.039	0.775	1.2	0.632	-0.01	0.402
Si	-2.028	4.539	1.517	0.015	0.229	0.468
Si	0.921	7.129	1.436	-0.22	0.207	0.486
Si	-0.903	-7.47	1.327	0.002	-0.032	0.035
Si	1.416	-4.671	1.156	-0.36	-0.406	0.428
Si	3.766	-0.934	1.292	0.014	0.057	-0.022
Si	6.503	1.677	1.502	0.182	-0.02	0.674
Si	4.305	3.864	1.468	-0.189	0.062	0.643
Si	7.33	6.421	1.363	0.077	0.002	-0.082
Si	3.796	9.617	1.468	0.231	-0.024	0.682
Si	-8.859	-4.498	1.294	-0.055	-0.074	-0.069
Si	-6.168	-1.828	1.681	0.029	0.008	-0.046
Si	-3.951	1.589	1.368	0.072	-0.279	0.624
Si	-7.235	4.632	1.408	0.013	0.044	-0.022
Si	-3.675	6.298	1.465	-0.03	0.064	-0.106
Si	-7.276	-6.263	1.604	-0.031	0.092	-0.003
Si	-4.439	-3.499	1.618	0.003	0.046	0.097
Si	-0.318	-0.366	2.829	0.036	0.14	0.705
Si	2.732	2.567	2.678	-0.006	-0.027	-0.103
Si	-0.136	5.43	2.663	-0.008	-0.019	-0.06
Si	2.606	8.123	2.798	0.024	-0.027	-0.062
Si	-0.044	-5.689	2.637	-0.018	0.019	-0.053
Si	2.78	-2.482	2.757	0.405	0.25	0.402
Si	5.381	0.049	2.738	0.015	-0.023	-0.012
Si	-8.143	2.838	2.686	-0.026	-0.014	-0.079
Si	5.548	5.455	2.667	-0.017	-0.007	-0.032
Si	-8.149	8.184	2.753	0.006	-0.065	0.011
Si	5.54	-5.448	2.512	0.001	0.036	0.016
Si	-8.029	-2.802	2.729	-0.003	0.015	0.065
Si	-5.193	0.017	2.708	-0.016	0.08	-0.073
Si	-2.812	2.846	2.941	0.02	0.06	-0.037
Si	-5.486	5.486	2.746	-0.008	-0.023	-0.019
Si	-2.646	8.015	2.695	-0.023	0.014	0.019
Si	-5.437	-5.327	2.766	0.045	-0.012	0.068
Si	-2.568	-2.533	2.851	-0.438	-0.328	0.183
Si	-1.391	1.354	4.089	0.021	-0.047	-0.04
Si	1.308	4.006	3.925	-0.004	0.031	0.058
Si	-1.367	6.746	4.186	-0.031	0.026	-0.021
Si	1.331	9.498	4.171	-0.014	0.011	-0.012
Si	-1.325	-4.174	3.992	0.009	0.009	-0.048
Si	1.319	-1.368	4.217	-0.004	-0.018	-0.025
Si	4.06	1.347	4.178	-0.013	-0.004	0.006
Si	6.816	4.106	4.129	0	-0.032	0.019
Si	4.09	6.764	4.008	0.008	-0.013	0.031
Si	6.719	-6.828	4.052	0.008	0.038	-0.009
Si	4.169	-4.038	3.925	-0.045	-0.033	-0.072
Si	-9.488	-1.379	3.96	-0.041	-0.003	-0.022
Si	-6.738	1.38	3.958	0.026	-0.008	-0.026
Si	-4.243	4.115	4.227	-0.006	0.066	0.015
Si	-6.739	6.904	4.123	0.012	-0.005	0.002
Si	-4.039	-6.823	3.96	-0.003	0.01	-0.002
Si	-6.784	-4.092	4.238	0.013	0.011	-0.08
Si	-3.996	-1.291	4.242	0.007	-0.054	-0.056
Si	-2.679	0.058	5.573	0.003	0.002	0.025
Si	0.01	2.703	5.406	-0.017	-0.015	-0.002
Si	-2.773	5.433	5.516	-0.003	-0.005	-0.007
Si	-0.009	8.126	5.514	-0.003	0.014	-0.01
Si	-2.716	-5.472	5.378	-0.013	0.03	0.03
Si	0	-2.83	5.46	0.012	-0.014	0.026
Si	2.682	0.019	5.526	0.002	0.035	-0.012
Si	5.448	2.733	5.47	-0.006	-0.031	-0.01
Si	2.701	5.369	5.323	-0.006	-0.012	0.008
Si	5.382	-8.173	5.425	-0.02	-0.007	-0.001
Si	2.769	-5.392	5.365	0.023	0.006	-0.015
Si	5.475	-2.711	5.374	-0.016	0.009	0.005
Si	-8.136	0.012	5.322	0.051	-0.008	0.008
Si	-5.521	2.684	5.511	-0.007	-0.013	-0.005
Si	-8.128	5.489	5.443	-0.017	-0.026	-0.042
Si	-5.376	8.223	5.454	0.028	0.022	0.041
Si	-8.204	-5.489	5.457	-0.007	-0.043	-0.029
Si	-5.416	-2.688	5.507	0.014	-0.02	0.014
Si	-1.328	-1.399	6.822	0.006	0.015	-0.007
Si	1.339	1.391	6.845	-0.002	-0.004	0.016
Si	-1.366	4.047	6.795	-0.005	0.004	-0.006
Si	1.39	6.741	6.773	0.026	-0.01	-0.01
Si	-1.374	9.518	6.809	-0.035	0.001	0.012
Si	1.403	-4.113	6.809	0	-0.013	0.001
Si	4.093	-1.381	6.777	0.024	-0.025	-0.011
Si	6.827	1.339	6.758	0.026	0.025	0.006
Si	4.051	4.08	6.78	-0.012	0.024	0.008
Si	6.788	6.817	6.783	-0.003	0.017	-0.006
Si	4.059	-6.786	6.772	-0.002	0	0.017
Si	6.786	-4.079	6.785	-0.011	-0.015	0.007
Si	-6.813	-1.317	6.788	-0.02	-0.011	-0.007
Si	-4.101	1.381	6.871	0.005	-0.001	-0.003
Si	-6.841	4.091	6.837	0.014	0.004	0.017
Si	-4.079	6.836	6.849	-0.019	0.018	0.016
Si	-6.796	-6.795	6.811	0.01	0.001	0.005
Si	-4.047	-4.094	6.792	0.015	-0.018	-0.014
Si	0.009	-0.015	8.181	0.019	-0.005	0.001
Si	2.72	2.736	8.179	-0.004	-0.004	0.012
Si	0.008	5.414	8.149	0	-0.002	-0.001
Si	2.716	-8.174	8.132	-0.001	0.013	0.006
Si	0.016	-5.46	8.155	-0.002	-0.014	0.007
Si	2.737	-2.727	8.158	0.01	0.003	0.012
Si	5.456	-0.013	8.129	0.004	0.007	0.004
Si	8.131	2.71	8.17	-0.001	0.001	0.007
Si	5.42	5.449	8.134	-0.002	-0.013	-0.002
Si	8.155	-8.162	8.156	0.025	-0.003	0.01
Si	5.429	-5.439	8.144	-0.002	0.007	0.009
Si	-8.166	-2.708	8.136	0.012	0.011	-0.006
Si	-5.46	0.003	8.189	-0.007	-0.009	0.007
Si	-2.717	2.725	8.197	-0.002	0.006	0.016
Si	-5.449	5.448	8.172	0.014	0.003	0.011
Si	-2.718	8.182	8.2	-0.009	-0.008	0.007
Si	-5.436	-5.425	8.159	-0.01	0.011	0.005
Si	-2.707	-2.736	8.173	-0.014	-0.017	0.012
Si	-1.359	1.334	14.941	0.005	0.016	-0.01
Si	1.373	4.059	14.972	-0.019	0.012	0.015
Si	-1.359	6.811	14.927	-0.009	0.003	-0.006
Si	1.367	-6.756	14.979	0.013	-0.009	0.001
Si	-1.315	-4.063	14.973	-0.01	-0.002	0.004
Si	1.398	-1.365	14.984	0.01	-0.017	-0.003
Si	4.089	1.349	15.004	0.007	-0.005	-0.005
Si	6.793	4.061	14.98	0.001	-0.012	-0.005
Si	4.092	-9.537	14.928	0.019	-0.01	-0.014
Si	6.774	-6.792	14.947	-0.016	0.02	-0.008
Si	4.071	-4.07	14.986	0.012	-0.006	-0.004
Si	6.779	-1.359	14.995	-0.019	0.002	-0.003
Si	-6.805	1.349	14.963	0.012	0	-0.014
Si	-4.083	4.082	14.912	0.001	-0.016	-0.008
Si	-6.827	6.791	14.907	0.006	0.002	-0.002
Si	-4.078	9.512	14.915	0.01	0.001	-0.011
Si	-6.817	-4.066	14.953	0.006	0.014	-0.01
Si	-4.091	-1.345	14.973	-0.005	-0.003	-0.016
Si	-2.728	0.014	16.333	0.018	0.003	0.001
Si	0.018	2.658	16.303	-0.034	-0.004	0.005
Si	-2.718	5.435	16.262	-0.007	0.015	0.007
Si	-0.032	8.205	16.286	-0.012	0.011	0.007
Si	-2.686	-5.468	16.258	-0.006	-0.042	0.002
Si	0.066	-2.718	16.365	-0.007	-0.011	0
Si	2.754	-0.025	16.382	0.008	0.001	0.001
Si	5.442	2.707	16.377	-0.006	0.036	0.013
Si	2.779	5.407	16.301	0.016	-0.005	0.004
Si	5.407	-8.159	16.296	-0.007	-0.035	-0.019
Si	2.715	-5.399	16.383	-0.037	-0.012	0.011
Si	5.413	-2.718	16.369	0.001	0.008	0.016
Si	-8.152	-0.015	16.339	0.014	0.018	-0.005
Si	-5.429	2.727	16.281	-0.009	0.025	-0.015
Si	-8.171	5.452	16.305	0.024	0.009	-0.013
Si	-5.465	8.15	16.24	-0.012	0.002	-0.01
Si	-8.179	-5.435	16.296	-0.004	0.005	-0.01
Si	-5.494	-2.674	16.321	-0.016	0.013	0.006
Si	-1.288	-1.302	17.653	0.016	0.033	0.038
Si	1.419	1.371	17.72	-0.012	0.058	-0.012
Si	-1.43	3.976	17.585	0.012	0.028	-0.016
Si	1.37	6.809	17.52	0.004	-0.013	-0.041
Si	-1.343	-6.752	17.726	-0.004	0.011	-0.041
Si	1.376	-4.064	17.833	0.04	0.006	0.001
Si	4.061	-1.403	17.804	-0.019	-0.02	0.021
Si	-9.465	1.359	17.704	0.011	0.009	0.021
Si	4.097	4.071	17.772	-0.007	-0.01	-0.026
Si	-9.597	6.772	17.649	0.007	-0.032	-0.037
Si	4.084	-6.796	17.685	-0.012	0.032	0.017
Si	-9.493	-4.053	17.685	0.011	0.001	-0.025
Si	-6.854	-1.353	17.782	0.018	-0.037	0
Si	-4.151	1.342	17.686	-0.027	0.012	-0.016
Si	-6.714	4.156	17.622	-0.016	0.008	-0.003
Si	-4.035	6.873	17.584	0.014	0.013	-0.013
Si	-6.877	9.436	17.602	0.005	-0.008	0.011
Si	-4.106	-4.119	17.509	0.004	-0.006	-0.01
Si	0.06	0.064	19.095	-0.021	-0.066	0.014
Si	2.738	2.716	19.165	-0.025	-0.038	0.026
Si	0.029	5.357	18.734	0.014	0.018	0.008
Si	2.615	8.176	18.95	-0.028	-0.03	0.019
Si	-0.027	-5.416	19.197	0.022	-0.03	0.016
Si	2.724	-2.742	19.298	0.052	0.041	0.038
Si	5.528	-0.057	19.07	0.02	-0.005	0.037
Si	-8.086	2.829	18.952	0.027	-0.046	0.032
Si	5.422	5.48	19.131	-0.003	-0.023	0.013
Si	-8.246	8.078	19.007	0.021	0.048	0.019
Si	5.538	-5.466	19.006	-0.018	-0.014	0.056
Si	-8.198	-2.742	19.177	-0.054	0.021	0.036
Si	-5.524	0.058	19.135	-0.039	0.013	0.011
Si	-2.815	2.693	19.038	0.033	0.011	0.03
Si	-5.336	5.55	18.969	-0.037	-0.058	-0.018
Si	-2.737	-8.118	19.029	-0.036	0.004	0.016
Si	-5.469	-5.499	18.82	0.057	0.003	0.045
Si	-2.705	-2.771	18.78	-0.002	-0.043	0.036
Si	-1.381	1.412	20.409	0.042	0.096	0.035
Si	1.242	4.142	20.336	0	-0.023	0.062
Si	-1.298	6.674	20.066	-0.032	0.002	-0.034
Si	1.301	-6.889	20.514	-0.055	-0.034	0.07
Si	-1.51	-3.993	20.394	-0.006	0.039	0.025
Si	1.207	-1.371	20.617	0.011	0.029	0.072
Si	4.298	1.4	20.41	0.158	0.375	-0.44
Si	-9.336	4.205	20.383	0.047	0.027	0.016
Si	3.917	6.845	20.362	-0.026	-0.108	0.084
Si	-9.509	9.464	20.448	-0.009	0.036	0.005
Si	4.202	-4.25	20.486	-0.055	0.041	-0.001
Si	6.683	-1.477	20.646	-0.224	-0.366	-0.374
Si	-6.805	1.601	20.498	0.097	0.076	0.001
Si	-4.048	4.202	20.406	0.055	0.049	-0.033
Si	-6.769	6.816	20.324	0.012	-0.046	0.004
Si	-4.167	-6.728	20.324	-0.023	-0.042	0.014
Si	-6.768	-4.25	20.302	-0.03	-0.05	0.003
Si	-4.053	-1.475	20.13	0.074	-0.011	-0.032
Si	-2.446	-0.424	21.437	0.367	-0.282	-0.347
Si	-0.581	3.334	21.616	-0.156	0.049	-0.571
Si	-2.203	5.113	21.566	-0.035	0.018	0.078
Si	0.246	7.556	21.552	0.32	-0.041	-0.474
Si	-3.299	-4.929	21.591	0.058	-0.113	-0.037
Si	-0.708	-2.242	21.741	0.046	0.042	-0.016
Si	2.331	-0.047	22.236	-0.296	-0.5	-0.365
Si	5.954	2.516	21.584	-0.026	0.013	0.018
Si	2.085	5.951	21.576	-0.124	0.249	-0.661
Si	5.134	-8.11	23.805	-0.136	0.126	-0.57
Si	3.192	-6.022	21.634	0.107	-0.125	-0.581
Si	5.541	-3.036	22.051	0.138	-0.044	-0.745
Si	-8.532	1.009	22.005	0.101	0.511	0.14
Si	-5.81	3.381	21.703	-0.295	0.193	-0.574
Si	-7.582	5.122	21.725	0.103	-0.236	-0.477
Si	-5.895	-7.74	21.562	0.039	0.004	0.045
Si	-7.627	-6.014	21.671	0.115	-0.16	-0.535
Si	-4.966	-3.232	21.372	-0.025	-0.018	-0.047
Si	-5.491	-2.878	23.579	0.269	-0.283	-0.534
Si	0.841	2.025	23.819	-0.026	0.087	0.018
Si	-5.801	7.803	26.383	0.52	-0.323	0.326
Si	4.296	-5.504	-4.936	0.021	-0.035	0.141
Si	3.495	-5.905	24.734	0.09	0.529	0.154
Si	-2.827	-4.765	-4.167	0.191	-0.03	0.526
Si	-3.631	-5.254	23.914	0.186	0.346	-0.664
Si	-10.543	3.529	23.668	-0.024	-0.269	-0.587
Si	2.761	6.218	24.536	-0.072	0.026	-0.103
Si	4.882	8.603	21.543	-0.02	0.021	0.013
Si	4.08	-2.732	-5.681	-0.139	-0.05	-0.069
Si	3.089	-2.216	23.982	0.065	0.027	0.026
Si	-8.331	1.693	24.259	-0.023	-0.226	-0.689
Si	-2.223	-2.086	-5.558	-0.09	-0.118	0
Si	-9.257	6.081	24.144	0.148	-0.017	-0.102
Si	-4.811	-8.066	23.592	-0.331	-0.079	-0.532
Si	-8.331	-4.15	23.942	-0.065	0.009	-0.087
Si	0.154	-3.171	23.756	-0.375	0.247	-0.51
Si	-1.691	-7.084	-0.915	0.047	0.444	0.49
Si	0.087	8.045	-3.162	-0.07	0.056	0.002
Si	4.333	-1.726	-0.942	-0.143	0.095	0.493
Si	4.649	-7.342	-1.336	-0.475	-0.135	-0.529
Si	-1.167	-6.814	-5.702	-0.036	-0.033	0.007
Si	-3.949	-0.309	24.031	-0.093	0.029	-0.037
Si	-9.645	6.104	-5.823	-0.074	0.048	0.038
Si	-4.616	5.182	-2.383	0.004	0.021	-0.071
Si	3.644	-4.105	26.181	-0.114	-0.418	-0.529
Si	-4.217	7.409	-0.554	0.219	-0.459	0.553
Si	2.434	-1.998	-3.154	-0.041	0.017	-0.013
Si	-6.587	1.458	-4.875	0.076	0.005	-0.055
Si	-5.495	-5.661	27.644	-0.059	-0.071	0.112
Si	-1.747	5.575	-3.546	-0.181	0.083	-0.008
Si	-9.859	0.416	-1.23	0.049	0.032	0.071
Si	-1.716	-1.677	25.703	-0.01	-0.055	0.135
Si	0.429	1.998	-5.701	-0.071	0.009	0.022
Si	-1.998	6.649	23.362	0.025	-0.418	-0.455
Si	-1.372	2.921	27.586	-0.03	0.101	-0.026
Si	0.636	2.41	-0.758	-0.719	-0.219	0.226
Si	-3.331	-3.414	27.738	-0.104	-0.009	0.116
Si	2.147	5.035	-0.473	-0.023	0.02	0.149
Si	3.53	4.709	-3.146	0.085	-0.061	0.106
Si	-9.71	1.231	-5.517	-0.039	-0.076	-0.029
Si	-0.018	0.585	26.249	-0.115	0.056	-0.005
Si	-8.176	-3.845	-1.009	0.294	-0.538	0.491
Si	3.219	3.401	25.474	0.018	0.058	-0.133
Si	1.218	-7.822	25.79	-0.055	0.012	-0.038
Si	-1.726	2.309	-0.536	0.648	-0.174	0.161
Si	-0.792	2.693	-3.201	-0.078	-0.092	0.221
Si	0.552	-0.914	-5.31	-0.005	-0.126	-0.006
Si	-5.312	2.313	24.648	-0.058	0.088	-0.115
Si	-7.098	1.109	-1.916	-0.035	-0.035	0.071
Si	-1.67	5.65	26.38	-0.029	0.06	-0.008
Si	-4.342	6.585	27.685	-0.392	0.356	-0.446
Si	5.404	-4.452	-2.126	-0.1	0.044	-0.119
Si	-9.885	5.122	-2.916	-0.046	0.035	0.119
Si	-8.231	-4.162	27.097	0.103	-0.011	-0.07
Si	-5.919	-4.986	-4.043	-0.307	-0.068	0.539
Si	-2.03	-5.005	-2.02	-0.288	-0.406	-0.152
Si	-6.078	3.399	-0.249	-0.335	0.433	0.35
Si	-9.555	1.137	26.859	0.034	0.05	0.003
Si	1.04	-4.579	-1.9	0.011	-0.013	0.009
Si	-5.571	4.429	-5.295	-0.473	0.457	-0.235
Si	-6.336	-1.541	-0.595	0.06	-0.095	0.532
Si	-9.103	7.203	-0.893	-0.084	-0.113	0.611
Si	2.766	-7.115	-2.856	0.62	-0.165	0.456
Si	-8.612	6.479	27.165	0.024	0.053	-0.087
Si	-6.704	-7.079	-0.481	-0.056	0.617	-0.069
Si	2.523	4.226	-5.895	0.043	-0.02	-0.099
Si	-6.266	-5.119	-1.694	0.052	-0.034	-0.019
Si	-0.83	-5.598	25.292	0.056	-0.022	-0.012
Si	5.348	2.359	-2.997	0.034	0.1	-0.08
Si	-5.191	3.567	27.309	0.355	-0.337	0.408
Si	-1.361	1.343	9.538	-0.025	-0.023	-0.01
Si	1.36	4.081	9.541	0.005	-0.008	-0.001
Si	-1.344	6.795	9.515	-0.004	0.017	-0.003
Si	1.36	-6.827	9.513	-0.024	-0.012	0.005
Si	-1.338	-4.09	9.52	0.027	0.014	0
Si	1.383	-1.363	9.526	0.008	0.021	0.005
Si	4.092	1.349	9.501	-0.002	0.022	0.003
Si	6.763	4.075	9.508	-0.012	-0.008	0.005
Si	4.08	6.808	9.509	0.02	0.009	-0.001
Si	6.796	-6.792	9.509	0.01	0.011	0
Si	4.083	-4.087	9.521	-0.01	-0.01	0.006
Si	-9.519	-1.362	9.513	-0.011	-0.017	-0.007
Si	-6.816	1.367	9.536	0.023	0.004	0
Si	-4.08	4.094	9.533	0.014	0.016	0
Si	-6.817	6.799	9.525	-0.017	-0.023	-0.001
Si	-4.089	-6.781	9.539	0.007	-0.014	-0.003
Si	-6.8	-4.059	9.51	0.011	0.003	-0.001
Si	-4.086	-1.373	9.523	-0.016	-0.003	-0.002
Si	-2.724	-0.016	10.887	0.016	0.015	0.012
Si	0.01	2.704	10.892	0.006	0.008	-0.001
Si	-2.709	5.443	10.88	-0.007	-0.015	-0.01
Si	0.006	-8.169	10.887	0.008	-0.008	-0.002
Si	-2.71	-5.431	10.888	-0.012	0.005	-0.009
Si	0.013	-2.722	10.877	-0.012	-0.009	0
Si	2.738	-0.002	10.881	0.01	-0.024	0
Si	5.427	2.711	10.88	0	-0.006	-0.005
Si	2.727	5.448	10.887	-0.015	0.012	0.006
Si	5.435	-8.154	10.872	0	-0.008	0.003
Si	2.717	-5.45	10.867	0.007	-0.002	-0.002
Si	-10.88	-2.718	10.876	-0.007	0.001	-0.003
Si	-8.17	-0.003	10.887	0	0.012	-0.001
Si	-5.443	2.72	10.881	-0.008	0.004	0
Si	-8.18	5.428	10.865	0.017	0.005	-0.004
Si	-5.457	-8.151	10.877	-0.001	-0.001	0
Si	-8.167	-5.424	10.866	0	0.002	0
Si	-5.445	-2.716	10.893	0	0	0.002
Si	-1.355	-1.374	12.244	0.011	-0.007	-0.002
Si	1.371	1.342	12.252	0.004	0.012	-0.002
Si	-1.344	4.082	12.239	-0.017	-0.004	-0.005
Si	1.37	-9.515	12.251	-0.008	0.007	-0.001
Si	-1.351	-6.796	12.24	-0.003	-0.013	0.004
Si	1.377	-4.075	12.232	-0.006	-0.005	-0.003
Si	4.093	-1.357	12.247	0.002	0.001	-0.002
Si	6.789	1.354	12.245	-0.003	0.001	0.001
Si	4.075	4.067	12.246	0.004	-0.008	0
Si	6.794	-9.522	12.223	0.008	-0.012	-0.003
Si	4.071	-6.8	12.238	0	0.004	0.006
Si	-9.533	-4.077	12.239	0	0.014	-0.002
Si	-6.811	-1.358	12.253	0.006	0.001	0.006
Si	-4.078	1.359	12.235	-0.009	0.001	-0.002
Si	-6.825	4.063	12.229	0.009	0.004	-0.002
Si	-4.093	6.795	12.215	0.023	0.009	-0.001
Si	-6.809	-6.78	12.233	-0.012	0.003	0.005
Si	-4.067	-4.065	12.247	-0.001	-0.006	0.003
Si	0.013	-0.031	13.608	-0.03	-0.029	-0.004
Si	2.727	2.698	13.618	-0.008	-0.009	0.008
Si	0.022	5.435	13.606	0.019	0.019	0
Si	2.715	-8.147	13.616	-0.012	-0.014	0.004
Si	0.018	-5.423	13.591	0.012	0.013	-0.003
Si	2.736	-2.717	13.602	0.013	0.014	-0.01
Si	5.44	0.003	13.622	0.011	0.007	-0.015
Si	8.146	2.705	13.608	-0.007	-0.014	-0.011
Si	5.456	5.424	13.589	0	0.019	0
Si	8.14	-8.143	13.577	0.014	0.002	0.004
Si	5.417	-5.431	13.6	-0.009	-0.012	-0.002
Si	-8.188	-2.714	13.609	-0.017	-0.019	-0.001
Si	-5.439	0.007	13.598	0.012	0.023	0.003
Si	-2.704	2.717	13.584	0.018	0.018	-0.002
Si	-5.461	5.429	13.563	-0.022	-0.02	-0.009
Si	-2.729	8.148	13.563	-0.031	-0.013	0.002
Si	-5.44	-5.418	13.591	0.031	0.003	0.003
Si	-2.712	-2.715	13.628	0.004	0.003	-0.002
O	-1.455	-1.428	2.259	0.317	-0.154	-0.414
O	0.53	0.211	1.557	-0.23	0.127	-0.266
O	1.738	-3.2	1.714	-0.581	0.257	-0.378
O	3.743	0.38	21.584	0.357	-0.038	-0.007
O	-8.838	-0.597	21.801	0.286	-0.347	0.511
O	-6.331	1.405	-3.29	0.744	0.342	0.057
O	-2.644	-1.062	24.558	0.424	-0.364	-0.271
O	0.048	0.893	24.663	-0.322	-0.209	-0.277
O	-10.382	8.001	-1.533	-0.251	-0.091	-0.006
O	-0.701	7.58	22.93	0.063	0.134	0.655
O	-2.404	-5.609	24.917	-0.206	-0.366	0.406
O	1.768	-3.079	23.618	0.221	-0.712	-0.203
O	1.491	1.313	22.519	-0.228	0.329	-0.535
O	2.472	5.501	23.112	0.072	-0.555	0.257
O	-3.336	7.572	23.457	0.031	0.083	-0.251
O	2.953	-5.644	23.223	-0.48	0.389	0.133
O	2.656	-0.676	23.717	0.318	0.479	0.402
O	4.326	-2.489	22.986	-0.058	0.021	-0.114
O	-6.313	7.528	-5.992	-0.244	-0.247	0.134
O	4.061	7.171	24.45	0.249	0.058	0.514
O	3.334	2.76	26.944	-0.164	0.069	0.166
O	-2.888	8.134	-1.162	0.142	0.097	-0.152
O	-9.362	-4.034	-2.104	0.226	0.214	-0.317
O	-0.121	-4.741	24.103	0.363	-0.594	-0.507
O	0.611	2.496	-2.391	0.466	0.095	-0.306
O	-5.433	4.905	-3.742	-0.181	0.026	-0.146
O	5.207	-5.811	-1.281	0.039	0.161	0.147
O	-1.986	2.276	-2.167	-0.641	-0.429	-0.276
O	1.563	6.459	0.052	-0.013	0.089	-0.388
O	5.219	0.906	27.255	-0.268	-0.517	0.118
O	-2.921	-3.907	-1.174	0.281	0.219	0.208
O	-4.407	-4.448	-4.3	0.049	0.27	-0.183
O	4.923	-6.7	24.605	0.429	0.18	0.275
O	-9.285	0.779	0.238	0.348	-0.166	0.058
O	-7.141	2.481	-1.063	-0.383	0.226	0.162
O	1.229	8.094	27.362	0.287	0.21	0.418
O	-7.967	5.733	23.222	0.519	0.068	0.503
O	3.607	-4.29	-5.77	-0.269	-0.109	-0.105
O	-4.508	-3.936	24.383	-0.125	0.007	0.5
O	-0.416	-7.46	-1.864	0.188	-0.061	-0.018
O	-1.044	-1.054	-5.172	-0.183	0.05	0.178
O	-5.045	-2.302	-1.264	0.335	0.339	-0.418
O	2.997	5.006	25.586	0.135	0.164	0.587
O	-7.782	-8.166	-1.088	0.156	-0.074	-0.415
O	1.063	3.871	-0.146	-0.243	0.215	0.286
O	-5.168	2.412	0.668	0.039	-0.142	-0.031
O	-7.074	-3.124	23.868	-0.251	0.455	0.372
O	-1.222	-0.437	26.614	-0.281	0.19	0.582
O	-2.78	1.294	0.216	0.07	-0.528	-0.285
O	-4.083	4.414	-5.935	0.361	-0.229	0.001
O	4.152	-7.651	0.182	0.21	-0.268	0.118
O	-8.588	0.546	-2.22	-0.142	-0.299	-0.675
O	-9.806	3.5	-2.874	0.417	-0.213	-0.032
O	1.711	7.979	-3.08	0.149	-0.544	-0.138
O	-9.32	5.615	-4.33	0.229	-0.172	-0.012
O	-6.285	-0.013	-1.095	0.194	0.266	-0.108
O	-0.305	-7.552	-4.559	0.34	0.01	-0.125
O	-1.882	4.053	26.554	-0.499	-0.378	-0.485
O	-3.63	-1.386	-5.155	-0.067	0.106	0.487
O	-0.945	4.207	-3.703	0.263	0.016	-0.168
O	-2.044	-3.466	-4.752	0.541	0.044	0.116
O	-4.369	1.012	24.841	0.417	-0.117	0.442
O	-0.391	-2.323	25.037	0.186	0.286	0.242
O	2.5	-4.352	27.323	-0.435	-0.494	-0.179
O	-9.677	7.64	23.989	0.458	0.554	0.037
O	-0.743	1.864	-4.579	-0.472	-0.158	-0.28
O	1.352	-0.11	26.72	0.435	-0.279	-0.38
O	-4.787	3.392	25.733	0.482	0.207	-0.274
O	-5.98	-6.466	-4.754	-0.158	-0.205	0.463
O	-10.052	7.667	-5.75	-0.066	0.173	0.667
O	5.03	-4.278	27	0.236	0.499	-0.02
O	-3.488	0.183	22.569	-0.243	0.245	0.001
O	-8.558	0.089	27.552	0.186	-0.012	0.137
O	-6.726	-4.638	27.442	0.034	0.222	0.208
O	3.27	-6.594	-4.32	-0.441	-0.004	-0.45
O	2.778	-5.528	0.955	-0.023	0.36	-0.445
O	5.036	-4.784	-3.669	-0.1	-0.016	-0.088
O	4.54	-3.305	-1.354	-0.165	-0.18	0.287
O	1.925	-5.902	-2.173	-0.283	-0.162	0.333
O	-7.915	-5.556	23.235	-0.131	-0.323	0.385
O	-5.273	-7.775	-0.102	0.263	-0.099	0.538
O	-5.22	2.974	23.182	0.353	0.185	0.058
O	-5.189	-1.349	24.06	-0.431	0.349	0.505
O	-8.611	-4.357	25.524	-0.229	-0.104	0.042
O	1.092	0.544	-5.743	0.671	-0.121	-0.126
O	3.105	-1.211	-1.898	-0.46	0.32	0.321
O	-9.31	0.887	25.277	-0.26	-0.64	-0.082
O	1.492	7.147	24.929	-0.696	-0.242	-0.082
O	-3.011	5.255	-2.59	0.152	-0.005	0.317
O	2.427	-6.809	25.533	0.001	0.067	0.243
O	-8.475	-2.612	27.513	-0.271	0.11	-0.375
O	-6.792	3.458	27.221	-0.004	-0.332	-0.655
O	1.214	-1.234	-3.873	-0.455	-0.031	0.4
O	-1.974	3.838	0.015	-0.241	0.18	-0.418
O	-9.234	2.662	27.335	-0.316	0.23	-0.075
O	1.795	1.363	-0.311	0.41	0.003	-0.143
O	-4.635	-6.514	24.027	-0.414	0.234	0.039
O	0.821	-4.412	-0.315	-0.59	0.132	0.146
O	-5.653	7.527	24.782	-0.25	-0.427	-0.206
O	-10.547	-1.04	-1.285	0.272	-0.332	-0.255
O	-8.987	5.827	-1.77	0.554	-0.225	-0.156
O	-0.181	-7.089	25.376	-0.255	-0.388	0.003
O	-9.635	-3.618	23.099	-0.014	0.039	0.138
O	-6.84	1.823	24.874	-0.074	-0.243	0.161
O	-4.995	6.623	-1.75	-0.317	0.319	-0.309
O	-5.028	4.072	-1.29	0.065	-0.036	-0.212
O	2.399	5.086	-2.066	-0.396	0.075	-0.296
O	1.487	3.139	-5.314	0.053	-0.093	0.461
O	-5.644	-6.91	26.624	0.214	0.059	-0.3
O	-2.318	6.131	-4.954	0.085	0.663	-0.105
O	-0.195	3.107	23.212	-0.238	0.206	0.503
O	-0.656	6.627	-3.02	-0.05	-0.078	0.35
O	-9.035	3.179	24.227	0.339	0.393	0.228
O	1.847	-3.391	-2.61	0.198	-0.144	-0.2
O	1.962	2.731	24.72	-0.024	-0.045	0.363
O	3.546	-2.628	25.481	0.333	0.484	0.365
O	-9.057	5.88	25.73	-0.056	-0.306	0.111
O	-10.654	1.32	-4.2	-0.22	-0.435	-0.028
O	-5.763	0.237	-5.527	-0.249	-0.105	-0.346
O	3.04	5.094	-4.632	0.087	0.45	-0.054
O	-2.596	-2.782	26.449	-0.162	0.056	-0.337
O	4.584	3.071	24.663	0.071	-0.232	-0.059
O	-7.225	7.267	26.935	-0.219	0.147	-0.189
O	-6.124	2.91	-5.418	-0.133	0.002	-0.449
O	3.612	-2.185	-4.241	0.402	0.112	0.175
O	3.561	4.641	0.227	0.199	0.05	-0.311
O	5.32	1.481	-1.65	-0.512	0.061	0.317
O	-8.146	1.262	-5.174	0.126	0.194	-0.014
O	-10.497	5.161	23.616	-0.161	0.156	-0.205
O	-0.488	-4.579	-2.422	-0.001	0.17	-0.644
O	5.434	2.796	0.92	0.019	0.099	-0.275
O	-4.185	-4.743	27.373	0.183	-0.031	-0.221
O	-7.717	-2.27	-1.095	-0.497	0.301	-0.235
O	4.873	5.545	-2.776	-0.212	0.542	0.196
O	5.242	-6.286	-5.979	0.08	0.193	-0.191
O	-10.644	-2.631	-5.844	0.235	-0.459	0.392
O	3.931	3.127	-3.152	-0.329	-0.309	-0.069
O	-0.651	-4.896	26.73	0.341	0.441	-0.1
O	-0.252	5.986	27.074	0.372	-0.308	0.271
O	-6.894	-3.875	-4.754	-0.361	0.159	0.328
O	-1.677	6.014	24.815	0.061	-0.264	0.012
O	-2.823	6.502	27.125	0.212	0.459	-0.095
O	-0.196	2.009	26.982	0.587	0.131	0.269
O	-2.427	-6.065	-5.035	-0.242	-0.285	-0.153

Results
total energy: -101648.586 eV
total energy less fixed offsets of O -438.25, Si -107.07 eV per atom: 4.614 eV
